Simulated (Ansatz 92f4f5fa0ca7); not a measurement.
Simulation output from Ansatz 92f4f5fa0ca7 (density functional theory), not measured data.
Periodic cell of 255 atoms, Si165O90, from a study of silicon, its oxide and their interface. The atomic structure is a simulated model.
Doubt: the cutoff is low for norm-conserving oxygen, so forces and energies are approximate.
This geometry differs little from another in the collection (a relaxation step or a small displacement).

Settings
functional: HSE06
potential files: SPMS norm-conserving
basis: plane waves
wave-function cutoff: 800 eV
density cutoff ratio: 4
exchange-correlation grid ratio: 1
k mesh: 1 x 1 x 1, Gamma-centred
occupations: fixed
spin: none
net charge: 0

Cell vectors (angstrom)
a  10.938  0  0
b  0  10.938  0
c  0  0  37.0262

Atoms: element, x, y, z (angstrom)
Si  0  0  0.683
Si  5.469  0  0.683
Si  2.7345  2.7345  0.683
Si  8.2035  2.7345  0.683
Si  0  5.469  0.683
Si  5.469  5.469  0.683
Si  2.7345  8.2035  0.683
Si  8.2035  8.2035  0.683
Si  1.3673  1.3673  2.0503
Si  6.8362  1.3673  2.0503
Si  4.1018  4.1018  2.0503
Si  9.5708  4.1018  2.0503
Si  1.3673  6.8362  2.0503
Si  6.8362  6.8362  2.0503
Si  4.1018  9.5708  2.0503
Si  9.5708  9.5708  2.0503
Si  2.7345  0  34.9747
Si  8.2035  0  34.9747
Si  0  2.7345  34.9747
Si  5.469  2.7345  34.9747
Si  2.7345  5.469  34.9747
Si  8.2035  5.469  34.9747
Si  0  8.2035  34.9747
Si  5.469  8.2035  34.9747
Si  4.1018  1.3673  36.3419
Si  9.5708  1.3673  36.3419
Si  1.3673  4.1018  36.3419
Si  6.8362  4.1018  36.3419
Si  4.1018  6.8362  36.3419
Si  9.5708  6.8362  36.3419
Si  1.3673  9.5708  36.3419
Si  6.8362  9.5708  36.3419
Si  -0.1798  -0.1905  26.7589
Si  4.2328  -0.2878  26.1446
Si  2.6547  2.3754  26.7454
Si  7.2713  2.9166  26.981
Si  -0.5528  5.5025  26.8179
Si  5.6637  4.8704  26.9175
Si  1.8477  8.7269  25.4818
Si  8.2568  7.8145  26.7173
Si  1.2038  1.2087  28.1427
Si  6.4281  1.1635  28.459
Si  3.9412  3.8887  28.1521
Si  9.1796  3.9439  28.1486
Si  1.1279  6.7903  27.9451
Si  6.7168  6.6708  28.0966
Si  4.6778  10.3036  28.374
Si  9.3791  9.4342  28.1139
Si  2.7331  0.0708  29.5666
Si  8.1283  -0.0485  29.5406
Si  -0.148  2.6984  29.4241
Si  5.3061  2.7533  29.7352
Si  2.6208  5.4767  29.3296
Si  8.0987  5.4591  29.5858
Si  -0.0495  8.2036  29.4614
Si  5.4726  8.2639  29.3958
Si  3.9648  1.4063  31.0551
Si  9.5187  1.3379  30.8669
Si  1.2633  4.1165  30.7713
Si  6.7571  4.1281  30.9673
Si  4.0267  6.8685  30.7294
Si  9.5426  6.8342  30.8707
Si  1.3612  9.5521  30.8365
Si  6.8109  9.5142  30.9097
Si  -0.0088  -0.0066  32.2156
Si  5.4134  -0.032  32.261
Si  2.6101  2.8146  32.2867
Si  8.1581  2.7138  32.2517
Si  -0.0436  5.4563  32.22
Si  5.3867  5.5368  32.2243
Si  2.696  8.1726  32.2049
Si  8.1995  8.1904  32.2689
Si  1.3287  1.3634  33.6192
Si  6.8086  1.3369  33.6118
Si  4.0699  4.1274  33.6079
Si  9.5504  4.0809  33.6031
Si  1.3461  6.809  33.5941
Si  6.8151  6.8319  33.6119
Si  4.066  9.5293  33.6075
Si  9.5737  9.5692  33.6074
Si  2.7454  -0.0133  3.3928
Si  8.223  0.0224  3.4277
Si  0.0317  2.7638  3.423
Si  5.5071  2.7483  3.4123
Si  2.7473  5.479  3.4292
Si  8.2473  5.4939  3.4099
Si  0.0109  8.1958  3.4004
Si  5.4669  8.2079  3.438
Si  4.1703  1.3087  4.7191
Si  9.6253  1.3947  4.7862
Si  1.3996  4.1232  4.8231
Si  6.8956  4.1379  4.7669
Si  4.1142  6.8194  4.8272
Si  9.6675  6.7997  4.8023
Si  1.3875  9.5414  4.7471
Si  6.8712  9.5687  4.7858
Si  0.0423  -0.0377  6.1077
Si  5.5276  0.0125  6.172
Si  2.8183  2.6725  6.0285
Si  8.333  2.8574  6.1339
Si  0.1049  5.5094  6.2996
Si  5.5349  5.4591  6.1827
Si  2.7125  8.1945  6.1694
Si  8.26  8.1598  6.0844
Si  1.4828  1.3169  7.3939
Si  6.9666  1.492  7.416
Si  4.249  3.8925  7.4321
Si  9.6394  4.1898  7.6799
Si  1.3879  6.9609  7.7387
Si  6.9496  6.8425  7.5277
Si  4.1161  9.5145  7.4832
Si  9.5828  9.5281  7.4431
Si  2.8393  0.0047  8.85
Si  8.2225  0.0151  8.6714
Si  0.1013  2.6024  8.7814
Si  5.6458  2.7388  8.9141
Si  2.8193  5.8985  9.3886
Si  8.2195  5.5663  9.117
Si  -0.0953  8.2816  8.9985
Si  5.5787  8.2346  8.8316
Si  4.7173  0.8852  10.0544
Si  9.8153  1.065  10.0008
Si  1.625  3.8816  11.2246
Si  6.3876  4.5826  10.2997
Si  4.9013  6.5326  10.3394
Si  9.3688  7.1654  10.5459
Si  1.1749  9.8721  10.1507
Si  6.4179  10.1363  9.8708
O  9.3706  6.6839  26.2049
O  5.6274  -0.426  25.3289
O  12.9821  5.3575  10.7226
O  2.8057  3.1015  11.9955
O  5.0739  5.5066  25.5039
O  0.6183  9.7551  25.7207
O  0.0233  0.0298  10.5664
O  1.1961  3.0739  9.9119
O  6.5445  4.2309  11.92
O  3.2007  4.6332  8.4452
O  10.2063  6.4034  11.7294
O  1.8376  9.3039  11.5501
O  4.5051  1.1653  11.6656
O  0.3963  4.0481  12.2279
O  9.1357  1.7533  11.3186
O  4.9194  6.8585  11.9587
O  7.5257  8.5844  25.4554
O  12.7804  7.6337  26.6902
O  1.7941  8.0489  24.0004
O  3.6342  1.238  26.0002
O  9.8693  0.8549  25.8685
O  0.2479  4.6445  25.6619
O  7.7228  13.2892  25.5062
O  3.2211  9.5651  25.506
Si  10.8514  2.1876  22.855
Si  6.8418  9.768  24.5669
Si  1.5301  11.978  16.8543
Si  10.6521  0.0121  14.6294
Si  5.742  -0.2553  16.5884
Si  12.8116  6.8222  17.215
Si  3.3747  1.7435  12.663
Si  4.1243  5.2521  24.2182
Si  4.207  2.1343  15.7028
Si  10.1261  2.9226  17.3459
Si  8.6703  1.1923  12.7629
Si  -5.9548  9.1458  19.0865
Si  14.7609  4.4073  17.5144
Si  8.6759  11.1799  16.702
Si  8.6039  -0.2432  19.7937
Si  7.6631  -5.1402  20.7202
Si  3.7494  2.4916  19.8179
Si  7.3643  9.4292  11.8206
Si  5.4186  3.8886  21.8602
Si  10.9384  10.5192  21.4966
Si  -2.2143  1.295  24.803
Si  -0.6005  5.1743  12.7758
Si  -1.5845  8.1763  21.0592
Si  -4.9173  6.3675  18.1307
Si  7.2999  5.9097  15.24
Si  2.7921  7.6507  22.7669
Si  5.1829  9.5118  22.0181
Si  -0.6179  5.6861  15.7296
Si  10.2705  4.0424  20.3067
Si  1.7972  10.0193  13.0051
Si  -4.9037  1.2372  20.9206
Si  5.5866  7.5062  13.2821
Si  1.5011  3.7322  25.1288
Si  1.0023  6.6856  20.2
Si  7.4689  3.8333  13.2012
Si  14.5596  8.6403  15.2439
Si  13.2056  -0.1865  19.5156
O  9.9202  3.2968  18.9071
O  5.1668  1.7204  19.6329
O  6.3285  2.5498  21.8152
O  1.5331  10.9129  18.074
O  4.4678  7.5245  14.4468
O  0.9753  2.8913  23.8475
O  7.0478  4.391  14.678
O  -3.3982  2.2172  13.2965
O  4.0217  2.0593  14.1057
O  13.6172  1.2941  20.0762
O  9.0458  1.8459  16.741
O  4.3325  3.6687  16.1729
O  13.7033  9.3578  14.0905
O  16.6577  10.2504  18.1539
O  8.1615  10.6045  12.6077
O  18.2191  10.6283  16.115
O  2.6703  7.9932  16.3981
O  8.8666  4.73  20.7049
O  -5.7964  7.7163  18.3423
O  3.2344  3.3136  18.5427
O  4.0605  3.5812  20.9914
O  -5.3131  19.8729  20.563
O  6.3333  5.1475  21.3884
O  10.9077  5.6189  14.2214
O  9.8928  1.1885  13.8218
O  2.6631  4.7521  24.6617
O  7.9416  -0.0185  24.2718
O  0.3868  17.549  16.5996
O  0.9995  0.5206  15.4372
O  5.03  5.1107  18.3183
O  8.794  -0.1895  18.2248
O  8.8294  6.2822  15.5986
O  -0.7768  9.1907  22.0748
O  12.2216  -0.8499  20.6126
O  8.2924  7.0549  21.5708
O  0.2785  9.8899  13.5607
O  7.3751  0.5989  20.3632
O  0.5653  5.1104  20.1648
O  10.716  3.0194  21.4779
O  2.6975  5.449  17.0508
O  6.8485  6.7609  13.9481
O  8.3606  -2.7297  11.3353
O  5.1871  11.1285  21.8315
O  0.6658  13.2464  17.2861
O  9.4044  2.0647  23.5647
O  3.8629  6.5546  23.3013
O  9.7031  -0.586  15.7735
O  9.9165  0.3477  20.5097
O  1.7549  7.1009  18.8159
O  4.6782  9.7117  15.8494
O  6.2625  9.1482  23.1793
O  -2.4784  -1.8056  20.1316
O  3.7067  8.9373  22.3675
O  8.9146  4.4679  12.9257
O  7.2302  6.2598  19.2092
O  3.4849  -1.2289  19.3128
O  16.3978  1.2916  16.2363
O  6.2054  -2.0036  12.8477
O  2.2049  11.5762  12.7923
O  4.9083  4.1496  23.3537
O  11.3693  11.5981  22.6107
O  1.9382  7.0694  21.4932
O  -0.8088  4.2422  16.4265
O  6.503  -4.6527  16.5911
O  -0.4089  7.4646  20.2244
O  13.9622  1.4427  16.5226

Results
free energy: -59012.238 eV
free energy less fixed offsets of O -447.96, Si -113.29 eV per atom: -2.988 eV
gap between the highest filled and lowest empty level on this k mesh: 1.367 eV

The program warned: the cutoff lies below the one the program advises for these potential files; the forces do not sum to zero within the program's tolerance; the exchange-correlation potential is rough where the density is thin.
